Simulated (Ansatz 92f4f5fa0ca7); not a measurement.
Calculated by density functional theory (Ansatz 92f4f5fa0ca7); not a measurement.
Periodic cell of 259 atoms, Si144O115, from a study of silicon, its oxide and their interface. The atomic structure is a simulated model.
This geometry differs little from another in the collection (a relaxation step or a small displacement).

Settings
functional: r2SCAN
potential files: Ansatz PAW
basis: plane waves
wave-function cutoff: 800 eV
density cutoff ratio: 5
exchange-correlation grid ratio: 1
k mesh: 1 x 1 x 1, shifted by 0.5 0.5 0 of a step
self-consistency stop: 1e-10 eV per atom in the density residual
occupations: fixed
spin: none
net charge: 0

Cell vectors (angstrom)
a, 10.88, 0, 0
b, 0, 10.88, 0
c, 0.84, -3.1484, 35.5535

Atoms: element, x, y, z (angstrom)
Si, 8.1758, 10.9716, -1.1808
Si, 9.1431, 8.4633, -2.8586
Si, 5.1701, 15.8949, -1.392
Si, 7.4992, 6.5183, 1.5868
Si, 12.2856, 10.7926, -4.4949
Si, 6.4764, 8.8206, -0.0345
Si, 4.3819, 10.6409, 23.6314
Si, 10.5722, 15.386, -3.2996
Si, 9.0931, 12.5884, 1.1056
Si, 10.5142, 14.5564, 1.3434
Si, 11.3173, 7.8418, -0.9614
Si, 11.3826, 9.7825, 1.4948
Si, 2.0838, 11.6103, 1.2852
Si, 5.8633, 15.5976, 1.5473
Si, 14.2077, 18.2453, 1.7948
Si, 5.0281, 8.9866, 1.7564
Si, 6.744, 13.767, 2.6757
Si, 9.4167, 16.2974, 2.578
Si, 6.6966, 8.0823, 3.12
Si, 9.6655, 10.8776, 2.6551
Si, 12.2062, 13.4963, 2.6052
Si, 15.0418, 16.4086, 2.914
Si, 12.3415, 19.0842, 2.8796
Si, 3.9748, 10.8714, 2.6138
Si, 5.4017, 12.2709, 3.9287
Si, 8.1674, 14.9802, 4.1172
Si, 5.4159, 6.7422, 4.4658
Si, 8.1959, 9.5928, 4.0478
Si, 10.9212, 12.2211, 4.1328
Si, 13.5722, 14.9166, 3.9756
Si, 10.8503, 17.6347, 3.9742
Si, 13.6334, 9.5988, 4.2265
Si, 6.7784, 10.9323, 5.3719
Si, 9.5356, 13.5999, 5.455
Si, 6.8591, 5.3722, 5.6013
Si, 9.5439, 8.1746, 5.3687
Si, 12.2554, 10.9203, 5.5362
Si, 4.0745, 13.5986, 5.3638
Si, 12.2153, 16.2889, 5.3767
Si, 14.9259, 19.0851, 5.6201
Si, 8.1335, 12.2517, 6.7905
Si, 10.8929, 14.9651, 6.8112
Si, 8.2181, 6.8344, 6.8027
Si, 10.8824, 9.501, 6.7853
Si, 2.7592, 12.2835, 6.8116
Si, 5.4146, 14.9003, 6.8142
Si, 13.5336, 17.6574, 6.8324
Si, 5.4818, 9.5754, 6.8422
Si, 6.7771, 13.591, 8.1807
Si, 9.5425, 16.3581, 8.1683
Si, 6.8391, 8.1628, 8.1591
Si, 9.5233, 10.8648, 8.1255
Si, 12.2766, 13.6171, 8.1684
Si, 4.074, 16.2938, 8.1485
Si, 12.1941, 8.1564, 8.1851
Si, 4.093, 10.9244, 8.1774
Si, 5.4272, 12.2629, 9.5557
Si, 8.1279, 15.0146, 9.4877
Si, 5.4663, 6.7668, 9.4858
Si, 8.2119, 9.4919, 9.5097
Si, 10.8977, 12.2342, 9.4855
Si, 13.6204, 14.9602, 9.5472
Si, 10.8744, 17.6873, 9.5711
Si, 13.5766, 9.5499, 9.4861
Si, 6.8397, 10.8749, 10.7776
Si, 9.5309, 13.6585, 10.7596
Si, 6.7967, 16.3217, 10.9504
Si, 9.5193, 8.1421, 10.9527
Si, 12.2401, 10.8949, 10.912
Si, 4.0883, 13.6264, 10.9511
Si, 12.2486, 16.3121, 10.8753
Si, 4.0579, 8.1346, 10.7463
Si, 8.1813, 12.2969, 12.0589
Si, 10.8535, 14.9628, 12.1988
Si, 8.1911, 17.6396, 12.3531
Si, 12.2463, 8.0882, 13.5772
Si, 2.6983, 12.2882, 12.301
Si, 5.4452, 14.9586, 12.3603
Si, 13.6253, 17.6829, 12.1646
Si, 5.465, 9.468, 12.0104
Si, 6.9071, 13.54, 13.5975
Si, 9.5659, 16.2328, 13.7428
Si, 7.7131, 10.0606, 14.593
Si, 13.4348, 14.7916, 17.0639
Si, 1.2784, 13.6672, 13.6698
Si, 4.0248, 16.3577, 13.6477
Si, 11.3708, 17.2164, 14.9474
Si, 4.1936, 10.8396, 13.3843
Si, 11.8189, 9.3786, 22.4775
Si, 11.0511, 8.0153, 17.5176
Si, 6.7653, 8.2171, 13.5049
Si, 9.7129, 8.2361, 20.3647
Si, 9.5059, 11.0191, 13.4813
Si, 10.3838, 12.6847, 14.9121
Si, 2.1772, 15.4975, 14.8704
Si, 10.8849, 9.5213, 12.2864
Si, 11.4649, 15.8043, -0.4216
Si, 4.7147, 11.9043, -7.7625
Si, 5.9429, 11.698, 14.7002
Si, 6.4047, 11.8159, -3.527
Si, 7.7924, 10.4956, 19.3068
Si, 9.617, 14.8173, 22.2043
Si, 8.1053, 12.6141, -5.8846
Si, 7.8023, 16.6358, -3.0154
Si, 7.0318, 17.6633, 17.3076
Si, 9.162, 13.4268, -10.682
Si, 7.733, 17.1326, 21.8297
Si, 4.1023, 13.7936, -3.3267
Si, 5.1762, 13.0419, 17.4084
Si, 8.6334, 9.3327, 16.5649
Si, 12.5073, 16.0244, 22.1332
Si, 13.2122, 16.0284, -7.8176
Si, 9.9949, 8.8963, -5.6489
Si, 10.9256, 13.1674, -5.4924
Si, 8.732, 12.8403, 24.1589
Si, 4.7667, 9.4587, -2.5026
Si, 4.3618, 14.4304, -6.16
Si, 3.1647, 16.2419, 19.6058
Si, 5.0396, 8.933, -7.1456
Si, 11.1151, 14.079, -8.461
Si, 5.7513, 13.4275, 23.6657
Si, 8.635, 14.4039, 14.9675
Si, 7.8917, 14.6938, 17.2246
Si, 13.3515, 9.8977, 17.4816
Si, 4.7156, 10.6535, 19.1792
Si, 11.8099, 17.4655, -5.3563
Si, 7.3824, 16.9833, -8.4987
Si, 9.2574, 13.1277, 19.509
Si, 3.101, 11.0988, 21.7056
Si, 2.8554, 7.3196, 23.6554
Si, 3.0301, 9.3037, 14.6568
Si, 11.5621, 12.3533, 17.7961
Si, 5.7101, 6.971, 19.98
Si, 2.9662, 17.49, -0.3116
Si, 3.7293, 14.0738, 21.5195
Si, 5.1923, 7.1095, 14.8658
Si, 5.6097, 7.9959, 22.6762
Si, 7.3779, 11.6908, -8.8534
Si, 7.8991, 8.9261, -7.8026
Si, 4.5007, 6.9191, -9.1478
Si, 13.416, 11.4398, -1.8595
Si, 3.2825, 8.4783, -4.7545
Si, 13.0938, 12.2028, -9.5714
Si, 7.1673, 15.6123, -5.8097
O, 9.1879, 11.9888, -0.4244
O, 10.7229, 7.5255, -6.0848
O, 6.569, 16.133, -2.1288
O, 7.3927, 7.4631, 0.1976
O, 10.9911, 9.0888, 0.0278
O, 12.9955, 11.8879, -0.3607
O, 13.0582, 16.0578, -0.1446
O, 4.5946, 8.4557, -8.6378
O, 7.5458, 12.9905, 1.4466
O, 4.0725, 8.2172, 15.3151
O, 5.4984, 8.1462, 21.0653
O, 10.2581, 9.1903, 16.7038
O, 12.5572, 8.529, 17.8251
O, 11.4148, 15.218, -1.9353
O, 3.5374, 14.2687, -4.7709
O, 6.2262, 10.2113, 19.5042
O, 13.4906, 14.7874, 22.4373
O, 12.7244, 16.9908, 23.398
O, 2.7846, 10.0241, -4.8402
O, 7.4498, 16.6295, -4.5926
O, 9.1835, 11.3103, 23.9369
O, 12.1002, 15.3287, -8.7613
O, 7.7298, 16.2539, 17.6076
O, 4.6259, 17.692, -10.7504
O, 7.8551, 14.175, -5.5456
O, 4.793, 12.2225, 18.7477
O, 11.0859, 9.5683, 23.9061
O, 6.574, 16.707, 20.758
O, 10.318, 7.7407, 18.9403
O, 3.1392, 12.6304, 21.2274
O, 5.8468, 8.7948, -1.5256
O, 7.0221, 7.2222, 22.9453
O, 13.4227, 16.0094, 18.1415
O, 5.4382, 15.1383, 0.0143
O, 3.1029, 17.1624, -8.6572
O, 12.2114, 10.9581, -2.8616
O, 5.4635, 10.5192, -3.4949
O, 7.8185, 16.1817, -9.8071
O, 10.7105, 12.1146, 16.4293
O, 4.1494, 8.1329, -6.0682
O, 3.7915, 10.3337, 20.4605
O, 4.3875, 7.0523, 23.2033
O, 12.8633, 10.7991, -10.324
O, 8.9683, 8.6418, -4.4424
O, 4.1712, 8.2884, -3.427
O, 5.4092, 11.9609, 16.2292
O, 8.3768, 15.821, 22.4953
O, 4.3778, 17.2722, -1.0771
O, 8.1342, 7.5355, -8.5837
O, 12.3175, 13.7598, 17.6076
O, 10.633, 12.3779, 19.1173
O, 8.1331, 10.3174, 17.7412
O, 5.8368, 17.4055, 16.2483
O, 10.9134, 14.0594, -6.8482
O, 8.1233, 7.7914, 16.7081
O, 8.7007, 9.483, 20.1733
O, 3.9911, 14.0528, 17.026
O, 11.0858, 9.918, -5.0856
O, 3.8862, 14.8864, 20.1356
O, 12.9132, 7.6355, -1.1791
O, 13.1825, 8.5394, 22.7474
O, 10.8844, 8.658, 21.3915
O, 5.764, 17.0459, -8.4745
O, 7.3188, 13.1516, 23.4559
O, 8.9021, 7.0219, 21.0315
O, 5.7939, 12.0074, -8.9679
O, 13.2981, 10.1659, 15.8926
O, 11.7251, 12.6457, -8.8692
O, 12.9271, 7.475, -4.624
O, 8.0991, 12.0229, 19.7306
O, 6.5089, 13.9238, 17.559
O, 4.0062, 9.8036, 17.9903
O, 7.2563, 11.8761, -2.1524
O, 6.5221, 7.4614, 18.6788
O, 12.2228, 12.2167, -5.277
O, 7.6014, 10.0932, -8.87
O, 12.5091, 16.5895, -6.4923
O, 5.4995, 9.4673, 23.3402
O, 4.8184, 10.5059, -6.9947
O, 9.3728, 13.9764, 20.8599
O, 10.7576, 17.3023, -0.3581
O, 13.5499, 13.3227, -10.6366
O, 8.1614, 12.312, -10.0988
O, 11.0914, 17.594, 16.5424
O, 9.0458, 15.619, -2.8256
O, 9.8161, 14.2143, -9.4127
O, 12.3932, 10.7644, 21.8797
O, 4.2813, 17.3721, 19.4599
O, 7.3994, 10.1746, 0.0065
O, 12.9392, 16.6872, 20.7082
O, 8.1728, 7.2344, -2.4968
O, 11.0723, 16.6105, -4.2161
O, 10.6557, 8.097, -2.4084
O, 3.2605, 12.0418, -8.3823
O, 5.578, 13.1958, -3.5774
O, 10.9624, 15.6646, 22.0408
O, 5.5669, 15.4728, -5.9406
O, 5.1461, 13.9742, 22.2785
O, 8.9812, 14.1088, 18.2591
O, 4.9939, 13.0261, -6.6398
O, 9.1677, 9.4041, -6.9302
O, 9.7969, 13.8351, 23.4722
O, 6.6069, 8.6555, -6.8574
O, 3.6195, 10.2446, -1.6666
O, 4.1945, 15.0482, -2.3416
O, 7.8217, 16.2083, -7.1591
O, 12.618, 11.18, 18.1253
O, 3.3896, 14.9121, -7.3395
O, 7.8575, 12.3167, -7.444
O, 9.6299, 12.2209, -5.5649
O, 3.1761, 12.6909, -2.6383
O, 8.8294, 9.85, -2.1214
O, 7.2416, 11.691, -4.8922
O, 5.0955, 12.0187, 24.1072
O, 10.7802, 14.065, -4.1728

Results
free energy: -157705.199 eV
free energy less fixed offsets of O -570.45, Si -639.56 eV per atom: -6.809 eV

Forces (eV/angstrom), in the order of the atoms: element, x, y, z
Si, -0.0178, -0.0125, -0.0208
Si, -0.0049, 0.0029, -0.0093
Si, -0.006, -0.0063, -0.0294
Si, 0.0022, 0.0155, -0.0269
Si, -0.0052, -0.0006, 0.0128
Si, 0.0041, 0.0103, -0.0209
Si, 0.0025, -0.003, 0.0246
Si, -0.0046, -0.001, -0.0037
Si, -0.0154, 0.0068, -0.0288
Si, -0.0087, -0.0065, 0.0089
Si, -0.0052, -0.0118, -0.0306
Si, -0.0089, -0.0237, -0.0302
Si, 0.0047, 0.0124, -0.0478
Si, -0.0155, -0.0092, -0.0375
Si, 0.001, 0.0017, -0.003
Si, 0.0041, -0.0056, 0.0087
Si, 0.0159, -0.0124, -0.0256
Si, -0.0058, -0.0011, 0.0027
Si, 0.001, 0.0005, -0.0018
Si, -0.005, -0.0007, 0.006
Si, -0.001, -0.004, 0.001
Si, 0.0028, 0.0012, 0.0086
Si, 0.0032, 0.004, 0.0081
Si, -0.0068, 0.0012, 0.0053
Si, -0.0014, -0.0045, 0.0013
Si, 0.0062, 0.0015, -0.0004
Si, -0.004, 0.0003, -0.0044
Si, 0.0024, 0, -0.004
Si, -0.0007, 0.0016, -0.0004
Si, -0.0008, 0.0029, -0.0028
Si, 0, -0.0007, -0.0041
Si, 0.0043, -0.0015, -0.0085
Si, -0.0011, 0.0015, -0.0006
Si, -0.0033, 0.0022, -0.0011
Si, 0.0017, -0.0019, -0.0004
Si, 0.0001, 0, -0.004
Si, -0.0003, -0.0036, 0.001
Si, -0.0009, 0.0025, -0.0023
Si, -0.0001, 0.0024, -0.0023
Si, -0.0029, 0.002, -0.0006
Si, 0.001, -0.0024, -0.0013
Si, 0, 0.0023, -0.002
Si, 0.0018, 0.0015, -0.0017
Si, -0.0023, 0.0006, -0.0033
Si, -0.0017, 0.0007, -0.0031
Si, -0.0003, -0.0003, -0.0016
Si, -0.0022, 0, -0.0017
Si, 0, 0.0006, -0.0021
Si, -0.0046, 0.0015, -0.0031
Si, -0.0005, 0.0041, -0.003
Si, 0.0024, 0.0007, -0.0027
Si, 0.0024, -0.0017, -0.0017
Si, 0.0018, -0.0019, -0.0026
Si, 0.0005, -0.0022, -0.0036
Si, -0.0024, 0.0007, -0.0028
Si, 0.0007, 0.0024, -0.0035
Si, -0.0034, -0.0004, -0.0035
Si, 0.0016, 0.0007, -0.0045
Si, -0.0015, 0.0012, -0.004
Si, -0.0009, -0.0008, -0.0023
Si, 0.0001, 0.001, -0.0053
Si, 0.0015, 0.0013, -0.0027
Si, -0.0008, 0.0005, -0.0029
Si, -0.0014, 0.0011, -0.0026
Si, -0.0015, 0.0018, 0.0035
Si, 0.0006, -0.0015, 0.0031
Si, 0.0005, 0.0017, 0.0014
Si, 0.0019, -0.0009, -0.0004
Si, 0.0012, 0, -0.0016
Si, -0.0022, 0.0016, 0.0014
Si, -0.0015, 0.0005, 0.0007
Si, 0.0042, -0.0015, -0.0003
Si, -0.0012, 0.0015, -0.0049
Si, -0.0037, 0.0019, -0.0046
Si, -0.0001, 0.0008, 0.0011
Si, -0.0015, 0.0006, 0.0028
Si, -0.0014, 0.0014, -0.0017
Si, 0.0002, -0.0035, 0.0019
Si, 0.0022, 0.004, -0.0036
Si, -0.0034, -0.0034, -0.003
Si, -0.0024, 0.0025, 0.0018
Si, -0.0006, 0.0027, -0.0019
Si, 0.0058, -0.0023, 0.0121
Si, -0.0162, 0.0257, -0.0614
Si, 0.0024, -0.0006, 0.0008
Si, 0.0007, -0.0018, -0.0009
Si, 0, -0.0043, -0.0368
Si, 0.0017, 0.0005, 0.0064
Si, -0.0004, -0.0039, 0.0263
Si, 0.0081, -0.0135, -0.0382
Si, 0.0043, -0.0021, 0.0079
Si, 0.0008, -0.0017, -0.0104
Si, -0.003, -0.0058, 0.0056
Si, -0.0088, 0.0077, -0.0332
Si, 0.0071, -0.0074, 0.02
Si, 0.0015, -0.0009, -0.0009
Si, 0.0204, 0.0123, -0.0315
Si, 0.024, 0.0066, 0.0399
Si, 0.0096, -0.006, -0.0331
Si, 0.0004, 0.0061, 0.0076
Si, -0.0004, 0.0037, -0.0197
Si, 0.0096, 0.0013, 0.0127
Si, 0.0027, 0.0003, 0.0259
Si, -0.0025, 0.0065, -0.0032
Si, -0.0002, -0.0055, -0.0438
Si, -0.0131, 0.006, 0.0495
Si, 0.0084, -0.0034, 0.0176
Si, -0.0116, 0.0061, 0.0024
Si, -0.0004, -0.0203, -0.0365
Si, -0.0142, 0.0031, -0.0392
Si, -0.0024, 0.0021, 0.0132
Si, -0.0052, -0.0024, 0.0397
Si, -0.0036, 0.0014, 0.0241
Si, -0.0001, -0.0027, 0.0263
Si, -0.0064, -0.0156, 0.0352
Si, -0.0084, 0.0002, -0.0021
Si, -0.0084, -0.0041, 0.032
Si, -0.0175, -0.0088, -0.0234
Si, 0.0024, -0.0163, 0.0377
Si, 0.0008, 0.0106, 0.036
Si, 0.0318, 0.004, 0.0359
Si, -0.0075, -0.0021, 0.018
Si, 0.0232, -0.0072, -0.0678
Si, -0.0021, -0.0037, -0.031
Si, 0.0109, -0.0009, -0.016
Si, -0.007, 0.0063, 0.0281
Si, 0.0422, 0.0086, 0.0535
Si, -0.0058, 0.0013, -0.0253
Si, -0.0066, -0.0021, -0.0095
Si, 0.0025, -0.0027, 0.0302
Si, 0.0071, -0.011, -0.0301
Si, -0.0162, -0.001, -0.0373
Si, 0.01, 0.0001, -0.0137
Si, -0.0153, -0.0065, -0.0233
Si, 0.01, 0.0006, 0.0116
Si, -0.0101, 0.0076, -0.0364
Si, -0.0058, -0.014, 0.0199
Si, -0.0035, -0.0076, 0.0523
Si, 0.0189, 0.003, 0.0397
Si, -0.0154, 0.0043, 0.0628
Si, 0.0056, -0.0035, -0.0276
Si, 0.0011, -0.0039, 0.0208
Si, -0.0164, -0.0045, 0.0544
Si, 0.0199, 0.0063, 0.0267
O, 0.0079, 0.0124, 0.0359
O, 0.0014, 0.0009, -0.0091
O, 0.0003, 0.0093, 0.0064
O, 0.0031, -0.0172, 0.0321
O, 0.0061, 0.0242, 0.0448
O, -0.0072, -0.0021, 0.0628
O, -0.0018, 0.0042, 0.0085
O, -0.0026, -0.005, -0.0229
O, 0.004, 0.0059, 0.0228
O, -0.0008, 0.0036, 0.0172
O, -0.0004, 0.0009, -0.0015
O, 0.0015, 0.0013, 0.0115
O, -0.0016, 0.005, 0.0142
O, 0.0002, 0.0063, 0.0235
O, 0.0028, -0.0019, -0.0146
O, -0.006, 0.0012, 0.0055
O, 0.0082, -0.0023, -0.0059
O, -0.0001, -0.0035, -0.0135
O, 0.0082, -0.0017, -0.0186
O, -0.0021, -0.0056, -0.0042
O, 0.0011, -0.0052, -0.0098
O, -0.002, -0.0088, -0.0266
O, -0.0005, 0.016, 0.0225
O, -0.0043, -0.0001, -0.0321
O, 0.0025, 0.0008, -0.0067
O, -0.0105, -0.0187, 0.0222
O, 0.0101, -0.0112, -0.0276
O, 0.0028, -0.0038, -0.0041
O, -0.0133, 0.01, 0.018
O, -0.0001, -0.0031, 0.0013
O, 0.0088, -0.0008, 0.0108
O, -0.0034, -0.0039, -0.0148
O, 0.0012, 0.0277, 0.0369
O, 0.0099, 0.0037, 0.0499
O, 0.0198, 0.0145, -0.0214
O, 0.005, 0.003, 0.0018
O, -0.0047, -0.0068, -0.0093
O, 0.0096, -0.0083, -0.0288
O, 0.0067, -0.0111, 0.0376
O, 0.006, -0.002, -0.02
O, 0.0101, -0.0038, 0.0009
O, 0.0057, 0.0055, -0.0111
O, -0.0001, -0.0054, -0.027
O, 0.0072, 0.0082, -0.0088
O, 0.0011, 0.0088, -0.0077
O, -0.0141, 0.0072, 0.0475
O, 0.0016, 0.0017, -0.0072
O, -0.0002, 0.0027, 0.0161
O, 0.0006, -0.0192, -0.0174
O, -0.0349, -0.0044, 0.0275
O, -0.014, -0.0039, 0.0179
O, -0.0102, 0.0097, 0.0287
O, 0.0173, -0.0063, 0.0417
O, 0.0036, -0.0022, -0.0231
O, 0.0014, -0.0054, 0.0137
O, 0.0046, -0.0079, 0.007
O, 0.0097, -0.0106, 0.0013
O, -0.0019, -0.0009, 0.0004
O, -0.0015, -0.0042, -0.0002
O, 0.0007, 0.0082, 0.0066
O, -0.0058, 0.0103, -0.0172
O, -0.0009, -0.0054, -0.0049
O, -0.0024, -0.0065, -0.0015
O, -0.0011, 0.0014, -0.0071
O, -0.0024, 0.0027, 0.0035
O, 0.0012, 0.0036, -0.0151
O, -0.0077, 0.009, 0.0353
O, 0.007, -0.0046, -0.0147
O, 0.0009, -0.0056, -0.0115
O, 0, 0.0027, -0.0028
O, -0.004, 0.0127, 0.0189
O, 0.0023, 0.0002, 0.0137
O, 0.0109, -0.0015, 0.0074
O, -0.004, 0.0035, 0.0227
O, 0.0003, 0.0044, -0.0062
O, -0.0061, 0.0157, -0.019
O, 0.0079, -0.0124, -0.0181
O, -0.0023, 0.005, -0.0148
O, 0.0021, 0.0019, -0.0103
O, -0.0066, 0.0033, 0.0061
O, -0.0016, 0.0009, -0.0047
O, 0.0047, 0.0145, -0.0254
O, 0.0106, 0.0063, -0.0304
O, -0.0073, 0.0159, 0.0466
O, 0.0017, -0.0053, -0.0008
O, -0.0014, -0.0027, -0.0219
O, 0.0057, 0.0097, 0.0052
O, 0.0047, 0.0069, 0.0002
O, -0.0015, -0.0029, 0.0024
O, 0.0014, 0.0006, -0.0018
O, -0.0014, -0.0062, 0.0093
O, 0.003, -0.0009, -0.0041
O, 0.0108, -0.0007, 0.0148
O, -0.0211, 0.0067, -0.0314
O, 0.0142, -0.008, 0.0019
O, -0.0079, -0.0151, -0.0034
O, 0.0086, 0.0094, -0.009
O, -0.0002, 0, -0.0233
O, 0.0038, -0.0084, 0.0317
O, -0.0006, -0.0065, -0.0131
O, -0.0075, -0.0019, -0.0155
O, 0.0169, 0.0217, -0.0282
O, -0.0056, -0.0031, -0.0057
O, 0.002, -0.0071, 0.0063
O, 0.0027, 0.0019, 0.0043
O, 0.0056, 0.0078, -0.0216
O, 0.0142, -0.0095, 0.0087
O, -0.0069, -0.0009, -0.0149
O, -0.0045, -0.0037, -0.0218
O, -0.0059, 0.0057, -0.0062
O, -0.0059, 0.0003, 0.0059
O, 0.0017, 0.0006, 0.0109
O, 0.0062, 0.005, -0.0111
O, 0.0004, -0.0113, -0.0228
O, -0.0042, 0.0036, -0.005

The program warned: the cutoff lies below the one the program advises for these potential files; the forces do not sum to zero within the program's tolerance; empty levels may hold ghost states of the PAW files; the exchange-correlation potential is rough where the density is thin.
